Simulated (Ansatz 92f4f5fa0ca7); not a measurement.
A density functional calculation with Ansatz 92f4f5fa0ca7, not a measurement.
Periodic cell of 221 atoms, Si132O87H1N1, from a study of silicon, its oxide and their interface. The atomic structure is a simulated model.
Doubt: the cutoff is far below the 930 eV that the study's wrapper takes by default for these files, so forces and energies are approximate.

Settings: functional PBE; potential files Ansatz PAW; basis plane waves; wave-function cutoff 580 eV; density cutoff ratio 5; exchange-correlation grid ratio 1; k mesh 1 x 1 x 1, Gamma-centred; self-consistency stop 5e-08 eV per atom in the density residual; occupations fixed; spin none; net charge 0.

Cell vectors (angstrom)
a  10.938  0  0
b  0  10.938  0
c  0  0  32.5807

Atoms: element, x, y, z (angstrom)
Si  -0.259  0.2944  25.1919
Si  5.6698  -0.289  25.1757
Si  2.3706  2.9969  25.1029
Si  8.4692  2.5187  25.1542
Si  0.1359  5.2377  24.9738
Si  5.2277  5.7865  25.106
Si  2.9871  8.0061  25.0662
Si  7.9028  8.4361  25.1102
Si  1.3082  1.4345  26.5044
Si  6.8257  1.3664  26.4091
Si  4.0503  4.1373  26.3505
Si  9.5859  4.1191  26.447
Si  1.332  6.835  26.3105
Si  6.7886  6.8798  26.4766
Si  4.0897  9.5349  26.4894
Si  9.5234  9.5833  26.4121
Si  2.7166  0.02  27.7908
Si  8.1842  0.0116  27.8109
Si  -0.0284  2.7767  27.8634
Si  5.4382  2.7592  27.7457
Si  2.7017  5.493  27.7652
Si  8.1889  5.4851  27.7826
Si  -0.0076  8.2046  27.7428
Si  5.4526  8.2128  27.8653
Si  4.1018  1.3673  29.1625
Si  9.5708  1.3673  29.1625
Si  1.3673  4.1018  29.1625
Si  6.8362  4.1018  29.1625
Si  4.1018  6.8362  29.1625
Si  9.5708  6.8362  29.1625
Si  1.3673  9.5708  29.1625
Si  6.8362  9.5708  29.1625
Si  0  0  30.5297
Si  5.469  0  30.5297
Si  2.7345  2.7345  30.5297
Si  8.2035  2.7345  30.5297
Si  0  5.469  30.5297
Si  5.469  5.469  30.5297
Si  2.7345  8.2035  30.5297
Si  8.2035  8.2035  30.5297
Si  1.3673  1.3673  31.897
Si  6.8362  1.3673  31.897
Si  4.1018  4.1018  31.897
Si  9.5708  4.1018  31.897
Si  1.3673  6.8362  31.897
Si  6.8362  6.8362  31.897
Si  4.1018  9.5708  31.897
Si  9.5708  9.5708  31.897
Si  2.7345  0  0.6835
Si  8.2035  0  0.6835
Si  0  2.7345  0.6835
Si  5.469  2.7345  0.6835
Si  2.7345  5.469  0.6835
Si  8.2035  5.469  0.6835
Si  0  8.2035  0.6835
Si  5.469  8.2035  0.6835
Si  4.1018  1.3673  2.0507
Si  9.5708  1.3673  2.0507
Si  1.3673  4.1018  2.0507
Si  6.8362  4.1018  2.0507
Si  4.1018  6.8362  2.0507
Si  9.5708  6.8362  2.0507
Si  1.3673  9.5708  2.0507
Si  6.8362  9.5708  2.0507
Si  0  0  3.418
Si  5.469  0  3.418
Si  2.7345  2.7345  3.418
Si  8.2035  2.7345  3.418
Si  0  5.469  3.418
Si  5.469  5.469  3.418
Si  2.7345  8.2035  3.418
Si  8.2035  8.2035  3.418
Si  1.4258  1.3068  4.7812
Si  6.8611  1.3689  4.8689
Si  4.1815  4.0293  4.8035
Si  9.5773  4.0738  4.7742
Si  1.4117  6.7918  4.7498
Si  6.7683  6.8767  4.7315
Si  4.1262  9.5608  4.833
Si  9.5637  9.6104  4.741
Si  2.8171  -0.0145  6.2561
Si  8.2684  0.0138  6.2351
Si  0.0344  2.675  6.0998
Si  5.5707  2.7444  6.3481
Si  2.7698  5.395  6.0968
Si  8.1292  5.4805  5.9932
Si  0.0493  8.2306  5.9858
Si  5.4709  8.1972  6.2392
Si  3.9312  1.6008  7.6513
Si  9.9835  1.0933  7.5349
Si  1.6215  3.7871  7.3934
Si  6.7166  4.4851  7.6002
Si  4.2883  6.5282  7.4679
Si  9.3539  7.0621  7.1326
Si  1.1925  9.6645  7.4348
Si  7.1805  9.2827  7.497
O  1.2768  4.1113  24.5234
O  6.7962  9.569  24.6151
O  2.7513  2.7152  7.915
O  8.3259  8.1392  7.8553
O  5.4749  5.5056  8.0031
O  0.0898  -0.138  7.8859
O  4.1085  6.8882  24.5667
O  9.5641  1.3887  24.6296
O  1.6531  8.8828  8.8135
O  0.9229  4.2488  8.8039
O  9.758  1.7619  9.0429
O  6.6829  9.8645  8.9565
O  4.4119  1.1643  9.1688
O  3.4387  6.9463  8.812
O  7.541  4.2112  9.0207
O  10.0491  6.1368  8.2695
O  2.9183  2.1566  23.7932
O  4.8394  0.2582  23.8657
O  7.9315  3.3182  23.817
O  10.3046  5.7787  23.5937
O  8.4435  7.6907  23.7445
O  2.4449  8.7689  23.7005
O  6.0525  5.26  23.7738
O  0.541  10.6407  23.8911
Si  3.2382  9.2072  11.9483
Si  8.2003  4.8071  10.4039
Si  7.0838  4.7805  17.4982
Si  4.3078  1.6101  23.1448
Si  12.3906  3.3097  19.269
Si  7.9608  -2.96  14.5464
Si  1.0962  9.386  23.0243
Si  4.0564  12.9149  20.1304
Si  -2.381  2.9462  12.6694
Si  -3.905  14.2051  20.1499
Si  1.1326  -4.5882  18.5327
Si  0.8931  11.2  12.4529
Si  10.3307  9.7588  14.8406
Si  -6.013  3.1381  16.0842
Si  7.2136  10.2446  10.4608
Si  0.678  17.652  15.4775
Si  -1.3747  4.1868  15.4359
Si  -0.0085  5.4227  9.4083
Si  5.0802  7.4303  13.5774
Si  6.575  3.8703  23.1079
Si  7.5095  7.714  17.3876
Si  9.8161  1.0651  10.5304
Si  2.1972  11.6142  18.213
Si  9.7935  1.8754  19.7476
Si  4.6534  0.7226  10.7216
Si  3.0343  2.1791  13.0524
Si  2.1863  7.5761  9.6368
Si  5.9161  9.5778  15.6403
Si  3.1998  5.0095  14.4269
Si  9.7137  7.1452  22.8809
Si  11.2995  10.2389  20.2698
Si  7.3121  -3.6019  11.8093
Si  -1.3566  7.5659  19.8158
Si  3.6608  0.5309  15.7987
Si  9.6557  12.3554  16.549
Si  7.0552  1.5005  14.8078
O  4.3528  9.9768  15.8566
O  10.2817  -0.0529  16.0774
O  8.7164  -0.12  10.49
O  0.2139  8.281  15.0232
O  4.408  -4.8585  14.1874
O  2.8384  14.0471  20.1591
O  1.8788  5.9778  14.5972
O  -1.7743  14.8148  13.8718
O  -2.834  1.5628  16.0491
O  -1.0911  4.7808  10.4403
O  10.5378  -4.4631  19.0799
O  8.4262  7.4257  16.0353
O  -3.2077  1.7169  13.3488
O  3.4682  12.1467  14.3236
O  1.3736  9.9334  21.5168
O  8.2534  7.1264  13.1701
O  8.2952  2.225  20.3146
O  10.3289  8.9846  19.9927
O  4.088  1.2571  21.5867
O  -3.6779  8.9015  11.3773
O  6.8627  4.1153  21.5332
O  8.3231  7.8647  18.7981
O  12.2076  10.499  18.9438
O  6.6177  6.3511  17.5294
O  -2.6791  4.491  16.3971
O  9.6268  2.191  11.695
O  10.7936  10.6761  13.5789
O  5.9571  2.7312  14.8709
O  6.4436  10.945  14.9124
O  -0.4925  16.5008  15.438
O  -2.1517  -1.5554  14.4545
O  4.0058  1.7968  11.7782
O  -7.3368  11.7513  19.0646
O  2.715  7.9418  11.1125
O  5.7984  6.8993  12.2127
O  2.1497  -3.7366  19.4846
N  6.2367  8.2296  14.5968
O  9.2213  6.9777  21.3178
O  1.4855  12.695  12.7626
O  -0.0295  8.2292  22.9679
O  6.635  9.0938  17.0679
O  -3.4173  4.3154  18.997
O  2.3116  0.2147  16.6529
O  -0.0239  3.0799  19.9789
O  1.5114  4.7721  18.5934
O  4.0699  10.1513  10.9245
O  5.4198  2.7651  23.3467
O  3.651  4.1  15.7198
O  5.5736  13.4923  19.8266
O  -3.2582  3.9174  11.6778
O  4.0142  8.6097  13.2376
O  6.2527  0.5202  11.0011
O  9.6522  1.454  18.1728
O  -0.5911  13.7643  15.9863
O  4.4504  1.6864  16.6634
O  1.5184  13.0921  18.1171
O  5.7449  -7.0108  17.2127
O  0.9879  6.543  10.016
O  1.2335  6.8946  16.9985
O  2.0567  10.0956  12.559
O  7.7882  6.3807  10.5943
O  11.2143  0.318  10.9411
O  10.3516  11.5276  20.5886
O  3.0563  3.8151  13.2796
H  2.687  -3.0486  19.0706

Results
free energy: -133795.214 eV
free energy less fixed offsets of H -15.97, N -385.13, O -568.88, Si -635.61 eV per atom: -1.034 eV

Forces (eV/angstrom), in the order of the atoms: element, x, y, z
Si  0.0011  0.0004  -0.002
Si  -0.0048  0.0016  0.0071
Si  0.0011  -0.0021  -0.0034
Si  -0.0038  0.0042  0.0067
Si  -0.0052  0.004  0.0079
Si  0.0014  0.0011  -0.0016
Si  -0.0019  0.0041  0.006
Si  -0.0031  -0.002  -0.0022
Si  0.0031  -0.0033  -0.0023
Si  0.0004  -0.0014  -0.0063
Si  0.0008  0.0005  -0.0019
Si  0.0018  -0.0017  -0.0067
Si  0.0043  -0.0038  -0.006
Si  0.0003  -0.0019  -0.0035
Si  0.001  -0.0005  -0.0069
Si  0.0002  0.0003  -0.0014
Si  -0.0002  0.0012  0.003
Si  -0.0016  0.0002  0
Si  -0.003  0.0027  0.001
Si  0.001  -0.0001  0.004
Si  -0.002  0.0037  -0.0022
Si  -0.0011  0.0004  0.0044
Si  0.0002  0.0016  0.0062
Si  -0.0003  0.0018  0.0028
Si  0.0276  0.115  -0.1775
Si  -0.171  -0.008  0.2739
Si  0.1281  0.2858  0.2506
Si  -0.1165  -0.0133  -0.2483
Si  -0.279  -0.1747  0.1912
Si  0.0565  0.0598  -0.2171
Si  -0.1084  -0.0599  -0.2309
Si  0.0282  0.1479  0.3562
Si  -0.032  -0.018  -0.0194
Si  0.0796  -0.0144  0.0032
Si  0.0236  0.0448  -0.019
Si  -0.0151  -0.1115  0.0032
Si  0.075  0.0086  -0.0073
Si  -0.0688  -0.0422  -0.0123
Si  0.0207  -0.0628  -0.0027
Si  0.0237  0.0397  -0.0205
Si  -0.0009  -0.0008  -0.0195
Si  -0.0244  0.0624  -0.0044
Si  0.0212  -0.0259  0.0031
Si  0.0143  0.0622  -0.0368
Si  -0.0858  0.0019  -0.0209
Si  0.0124  0.022  -0.0251
Si  -0.0453  0.0209  -0.0272
Si  -0.0083  -0.0119  -0.0058
Si  0.0469  -0.0436  0.0262
Si  -0.0006  -0.0074  0.0079
Si  -0.0212  -0.028  0.0159
Si  0.0181  -0.0341  0.0317
Si  -0.0039  0.0548  -0.001
Si  0.0083  -0.044  0.0229
Si  0.0631  -0.0134  0.0222
Si  0.0017  -0.0079  0.0207
Si  -0.0582  0.0644  0.0061
Si  0.0489  0.0272  0.0044
Si  -0.0167  0.034  0.0179
Si  -0.0075  0.0609  0.026
Si  -0.0434  -0.0707  -0.0215
Si  -0.0227  0.0188  0.0288
Si  -0.0853  0.0196  0.0154
Si  0.0808  0.0154  -0.0092
Si  0.1956  0.0972  -0.3257
Si  0.1367  0.0746  0.4706
Si  0.3091  -0.2346  0.0564
Si  -0.0887  -0.2108  0.1194
Si  -0.0063  -0.1816  -0.0861
Si  -0.2449  -0.144  -0.2698
Si  0.2727  0.0572  0.0634
Si  -0.1401  0.1715  -0.1963
Si  0.0007  0.0036  0.0069
Si  -0.0041  -0.0012  -0.0069
Si  -0.0035  -0.0068  0.0006
Si  -0.0034  0.0027  0.0012
Si  0.0003  -0.0006  -0.0023
Si  -0.0066  0.0068  -0.0025
Si  -0.0024  0.0038  -0.0034
Si  -0.0057  0.0044  0.0046
Si  -0.0032  -0.0033  -0.0093
Si  0.0134  -0.0037  0.0064
Si  0.0058  -0.0001  0.0041
Si  -0.0008  0.0001  -0.0049
Si  0.0033  0.0053  0.0081
Si  0.0143  -0.0108  -0.0058
Si  0.0003  -0.0038  -0.005
Si  0.0002  -0.0092  0.0071
Si  -0.0048  0.0095  0.0157
Si  0.0005  0.0046  -0.0074
Si  -0.0069  -0.0051  -0.0051
Si  -0.0048  0.0035  0.0189
Si  -0.0107  0.0057  -0.0117
Si  0.0015  0.0049  0.013
Si  -0.003  0.0039  0.0109
Si  -0.0026  0.0037  0.0008
O  0.0027  -0.0038  0.0011
O  0.0042  -0.0012  -0.0013
O  0.0052  0  0.0014
O  0.0029  -0.0053  -0.0057
O  0.0045  -0.0016  -0.0034
O  -0.0012  -0.0041  -0.0014
O  0.0016  -0.0046  0.0001
O  0.0033  -0.003  0
O  0.0001  0.0004  -0.003
O  0.0009  0.0024  0.0009
O  -0.0003  -0.0045  -0.0001
O  0.0002  -0.0012  -0.0061
O  0.0028  -0.0012  -0.007
O  -0.0008  -0.0002  0.0065
O  -0.0029  -0.0011  -0.0096
O  -0.0006  0.0011  -0.0028
O  -0.0011  0.0007  0.001
O  -0.0004  0.0004  -0.0027
O  0.0009  -0.0007  -0.0011
O  0.0002  0  -0.0025
O  0.0002  0.0007  0.0007
O  -0.0016  0.0008  -0.0022
O  -0.0002  -0.0002  0.0009
O  -0.0008  0.001  0.0007
Si  -0.0061  -0.0025  0.0038
Si  0.0022  0.0002  0.0039
Si  0.0002  0.0007  0.0026
Si  0.002  -0.0005  0.0005
Si  -0.0006  -0.001  0.0019
Si  0.0007  -0.0015  -0.0007
Si  0.0016  -0.0016  -0.0001
Si  0.0006  0.0003  0
Si  -0.0011  0.002  0.001
Si  0.0019  0  0.0008
Si  0.008  -0.0004  0.0043
Si  0.0056  -0.0024  0.003
Si  0.0001  0.0003  -0.0001
Si  0.0013  0.0009  -0.0001
Si  -0.0016  0.0009  -0.0016
Si  -0.0008  -0.0004  -0.0003
Si  0.0007  0.0011  0.0004
Si  0.0006  -0.0035  0.0015
Si  -0.0022  0.0041  -0.0015
Si  0.0002  0.0001  -0.0011
Si  0.0015  -0.0009  -0.0011
Si  -0.0019  0.002  0.0013
Si  -0.0004  -0.001  0.001
Si  -0.0004  0.0001  0.0004
Si  -0.001  0.0023  0.0029
Si  0.0002  -0.0002  0.0003
Si  0.0036  -0.0006  0.0022
Si  0.0009  -0.0007  -0.0011
Si  0.001  0.0004  -0.0008
Si  0.0007  -0.0012  -0.0004
Si  -0.0006  0  0.0004
Si  0.0008  0.0009  0.0031
Si  -0.0015  -0.0001  0.0009
Si  -0.001  0.0007  -0.0005
Si  0.0006  0.0002  0.0008
Si  0.0011  0.0012  -0.0004
O  -0.0004  0.0001  0.0003
O  -0.0003  -0.0012  -0.0007
O  0.0082  -0.0003  0.0005
O  0.001  0.0002  -0.0001
O  -0.0001  -0.0016  -0.0024
O  0.0003  -0.0007  -0.0009
O  -0.0016  0.0013  0.0008
O  0.0007  -0.0003  0.001
O  -0.0016  -0.0002  -0.0012
O  -0.0003  0.0013  -0.0012
O  0.0023  0.0009  -0.0001
O  -0.0002  -0.0001  0.001
O  0.0002  -0.0003  0.0001
O  0.0003  -0.0007  0.0004
O  0.0005  -0.0006  0.0004
O  0.0008  0.0001  0.0001
O  -0.001  0  -0.0005
O  0.0015  -0.0013  -0.0006
O  -0.0004  -0.0004  -0.0003
O  -0.001  -0.0069  0.0014
O  0  -0.0001  -0.0005
O  0.0009  -0.0003  0.0002
O  0.0012  -0.0014  -0.0006
O  0.0001  0  -0.001
O  0.0012  -0.0004  -0.0016
O  0.0001  0.0025  0.0007
O  -0.0022  -0.001  0.0025
O  0.0007  -0.0001  -0.0013
O  0.0003  0.0001  -0.0003
O  0.0002  -0.0011  0.0003
O  -0.001  0  0.0001
O  -0.0011  0.0017  -0.0009
O  0.0008  -0.0005  -0.0006
O  0.0029  0.0036  0.0004
O  -0.0017  -0.0015  -0.0026
O  -0.0452  -0.0552  0.0228
N  0.001  0.0014  0.0003
O  0.0007  -0.0004  -0.0001
O  0.0016  0.0015  -0.0004
O  -0.0004  0.0004  -0.0008
O  -0.0003  0.0009  -0.0003
O  0  -0.0006  -0.001
O  0.0006  -0.0009  -0.0006
O  0.0007  -0.0002  -0.0003
O  -0.0012  0.001  -0.0022
O  -0.0037  -0.0031  0.0012
O  -0.0006  -0.0004  -0.0005
O  0.0008  0.0005  0.0012
O  -0.0008  -0.0009  -0.0006
O  0.0004  0.0002  -0.0014
O  0.0005  0.001  -0.0044
O  -0.0041  0.0062  0.0005
O  -0.0006  0  0.0001
O  -0.0001  -0.0002  -0.0001
O  -0.0005  -0.0001  0
O  -0.0008  -0.0012  -0.0002
O  0.0003  -0.0011  -0.0006
O  -0.0017  -0.0011  -0.0024
O  0.0004  0.0009  0
O  0.0009  0.0017  -0.0041
O  0  -0.0012  -0.0024
O  0.0034  -0.0024  -0.006
O  0.0007  0.0001  -0.0006
O  -0.0009  -0.0014  -0.0027
H  0.0353  0.056  -0.0257

The program warned: the cutoff lies below the one the program advises for these potential files; the forces do not sum to zero within the program's tolerance; the exchange-correlation potential is rough where the density is thin.
